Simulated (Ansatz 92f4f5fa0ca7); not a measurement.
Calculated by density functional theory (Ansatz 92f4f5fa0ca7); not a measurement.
Periodic cell of 237 atoms, Si146O90P1, from a study of silicon, its oxide and their interface. The atomic structure is a simulated model.
Doubt: the cutoff is far below the 930 eV that the study's wrapper takes by default for these files, so forces and energies are approximate.
This geometry differs little from another in the collection (a relaxation step or a small displacement).

Settings: functional PBE; potential files Ansatz PAW; basis plane waves; wave-function cutoff 580 eV; density cutoff ratio 5; exchange-correlation grid ratio 1; k mesh 1 x 1 x 1, Gamma-centred; self-consistency stop 5e-08 eV per atom in the density residual; occupations fixed; spin none; net charge +1 e, with a uniform compensating background and no finite-size correction.

Cell vectors (angstrom)
a	11.6015	0	0
b	0	10.938	0
c	0	0	32.0622

Atoms: element, x, y, z (angstrom)
Si	-0.1834	-0.055	23.2532
Si	3.6723	0.2116	23.0777
Si	7.5515	-0.1401	23.4513
Si	1.6995	1.3922	23.4163
Si	5.7412	1.4064	23.1615
Si	9.4457	1.2218	23.3509
Si	0.1509	5.3026	23.4499
Si	4.1199	5.3077	23.4118
Si	8.0398	5.5918	23.589
Si	2.1489	6.6064	23.3432
P	5.976	6.7448	23.5664
Si	10.0081	6.8883	23.5966
Si	1.9143	2.6745	25.3819
Si	5.8431	2.631	25.2416
Si	9.6407	2.6806	25.2517
Si	11.6032	4.0114	25.387
Si	3.9225	3.9684	25.3369
Si	7.7393	4.0729	25.3732
Si	1.9714	8.1534	25.1774
Si	5.7812	8.1788	25.379
Si	9.7232	8.2647	25.4438
Si	11.6445	9.5757	25.2485
Si	3.8623	9.5879	25.0348
Si	7.7083	9.5256	25.4117
Si	11.6566	-0.0064	27.2009
Si	3.916	-0.0644	27.1082
Si	7.7629	-0.0254	27.3056
Si	2.0002	1.3122	27.2769
Si	5.8374	1.3156	27.203
Si	9.6968	1.3316	27.2052
Si	11.5978	5.4701	27.2395
Si	3.848	5.4201	27.2244
Si	7.7301	5.4597	27.2835
Si	1.9412	6.8254	27.1629
Si	5.7692	6.7779	27.2788
Si	9.6662	6.8225	27.3045
Si	1.9536	2.7147	29.1868
Si	5.8025	2.7193	29.1272
Si	9.6857	2.7224	29.1429
Si	0.0202	4.0903	29.1605
Si	3.8715	4.0865	29.1776
Si	7.7413	4.0814	29.1958
Si	1.9456	8.1886	29.1133
Si	5.8022	8.1901	29.1817
Si	9.6817	8.1955	29.2247
Si	0.0144	9.5619	29.1449
Si	3.8783	9.5576	29.1036
Si	7.7438	9.5449	29.2198
Si	0.0078	-0.0001	31.092
Si	3.8665	0.0053	31.0596
Si	7.7352	0.0099	31.1213
Si	1.9354	1.3692	31.1227
Si	5.8007	1.369	31.0675
Si	9.6746	1.3632	31.0914
Si	0.0172	5.4648	31.0928
Si	3.8743	5.4771	31.1022
Si	7.7481	5.4673	31.1271
Si	1.9431	6.8422	31.0681
Si	5.8106	6.8295	31.1125
Si	9.6869	6.8269	31.1491
Si	1.9361	2.7536	0.9914
Si	5.8002	2.7525	0.9294
Si	9.6715	2.7377	0.9688
Si	-0.0066	4.1099	0.9631
Si	3.8695	4.1193	0.9802
Si	7.7442	4.1116	1.0015
Si	1.9347	8.2184	0.9421
Si	5.8013	8.2301	0.9616
Si	9.6737	8.2236	1.0101
Si	0.0031	9.5924	0.9835
Si	3.864	9.5923	0.9557
Si	7.7418	9.5815	0.9893
Si	11.6136	0.0397	2.922
Si	3.8597	0.0269	2.9112
Si	7.7441	0.0278	2.9058
Si	1.9388	1.406	2.9318
Si	5.8147	1.371	2.8356
Si	9.6646	1.3901	2.9209
Si	11.5693	5.5095	2.8693
Si	3.8808	5.5031	2.9128
Si	7.7407	5.5198	2.9242
Si	1.9175	6.8286	2.8577
Si	5.8126	6.8669	2.885
Si	9.6639	6.9059	2.9767
Si	1.9148	2.8395	4.8265
Si	5.8379	2.7296	4.7466
Si	9.5992	2.8039	4.8311
Si	11.543	4.1394	4.778
Si	3.9206	4.1042	4.8254
Si	7.7174	4.2118	4.8889
Si	1.8903	8.1546	4.7998
Si	5.8108	8.2658	4.785
Si	9.664	8.3301	4.9148
Si	11.6359	9.6599	4.8879
Si	3.8206	9.4924	4.7866
Si	7.7233	9.6833	4.8912
Si	11.5958	0.2389	6.7791
Si	3.7516	-0.0475	6.6565
Si	7.7115	0.0617	6.9146
Si	2.048	1.5108	6.7637
Si	5.7114	1.2802	6.6258
Si	9.6433	1.5253	6.8284
Si	11.5261	5.5043	6.6965
Si	3.983	5.4397	6.7935
Si	7.7392	5.6789	6.8357
Si	1.9751	6.6474	6.6524
Si	5.8128	6.9828	6.7467
Si	9.7568	7.046	6.9178
O	10	7.9748	8.3047
O	7.6608	9.9392	8.2221
O	7.4026	4.7461	8.173
O	3.3629	10.3512	8.2024
O	2.0252	7.5584	8.0248
O	4.0029	4.5933	8.2472
O	9.7707	2.4583	8.2105
O	2.6168	2.3464	8.1203
O	11.3874	4.5731	8.0606
O	5.3618	2.381	7.8131
O	5.8102	7.9948	8.0772
O	11.3041	10.3191	8.1532
O	11.2927	10.0863	21.7805
O	3.2061	10.7421	21.5063
O	5.7965	7.6506	22.2251
O	4.3471	4.5507	21.9539
O	7.6606	9.6183	22.2405
O	10.2997	7.6936	22.1863
O	1.6625	2.4534	22.1379
O	5.9476	2.4486	21.861
O	8.3186	4.7364	22.216
O	-0.1085	4.4288	22.0417
O	2.3376	7.3618	21.8916
O	9.1106	1.8862	21.8658
Si	1.9114	7.7903	9.6099
Si	5.0646	0.5801	17.6786
Si	2.4817	5.4137	14.0195
Si	10.5389	3.8764	14.0256
Si	8.2729	2.3796	15.2516
Si	9.5822	2.2272	20.3451
Si	10.5083	3.6512	9.0691
Si	0.0317	2.3219	11.5591
Si	11.0236	8.1425	15.4025
Si	5.1621	6.9265	14.0002
Si	5.7568	2.6216	11.1187
Si	8.5732	7.6708	19.3903
Si	8.1415	4.8516	20.5938
Si	5.929	9.5832	15.1899
Si	2.0787	7.6238	20.3043
Si	1.8961	4.8839	18.762
Si	4.4653	3.4315	18.0055
Si	8.5047	8.9358	16.8193
Si	0.8301	9.4886	13.3034
Si	9.9106	10.6569	11.7258
Si	5.3811	3.7142	20.9735
Si	0.5621	5.5143	16.2479
Si	10.7811	9.1556	9.1521
Si	6.5646	8.8303	21.3321
Si	7.1098	7.1177	11.4921
Si	2.672	0.7394	12.2167
Si	10.8708	8.6904	21.031
Si	6.0238	4.3179	15.6402
Si	7.0783	0.4856	12.9719
Si	4.0618	2.9866	8.5947
Si	0.8741	6.7529	11.9011
Si	6.5626	9.0573	9.0749
Si	0.6746	3.2844	21.1513
Si	9.7876	6.5353	12.8944
Si	7.7224	4.5436	9.7575
Si	3.9648	10.0541	20.2181
Si	4.2582	3.0377	13.5248
Si	3.8477	10.0173	9.7334
Si	8.0724	0.7863	18.0216
O	11.4924	3.2547	12.8764
O	9.3479	4.4771	9.8819
O	8.9125	3.6303	19.8826
O	4.1073	-0.0812	18.8265
O	11.2928	4.5372	15.3023
O	9.8508	9.7971	10.33
O	3.7715	1.5318	13.1329
O	0.6501	9.0673	14.8712
O	6.4935	1.0135	18.3735
O	4.6929	3.1747	19.6154
O	6.2535	1.184	11.7405
O	0.5456	8.6455	9.8707
O	5.6185	4.3096	17.2378
O	8.4366	7.2391	12.3999
O	4.413	2.6408	10.1552
O	2.054	5.6206	15.5793
O	3.3642	0.069	10.9112
O	5.8802	7.2108	12.5578
O	2.2949	6.3493	19.3417
O	0.6137	4.9261	17.7684
O	8.4165	10.6982	12.3784
O	5.4672	10.0892	9.6869
O	0.5512	8.1545	20.1898
O	9.7452	2.6098	14.6442
O	2.0005	10.5991	13.2281
O	9.9609	9.1116	16.1436
O	6.1382	10.3391	13.7576
O	7.4322	1.5803	14.123
O	1.6253	3.9478	20.0464
O	5.9037	5.7849	14.9296
O	7.36	8.9574	15.6805
O	1.5101	1.6831	11.6137
O	7.1765	8.2951	10.3684
O	4.3079	1.9692	17.2908
O	7.0402	3.1695	10.2861
O	11.5447	7.0078	16.4375
O	8.2617	10.1359	17.8623
O	3.2679	8.5386	10.0993
O	7.5702	3.8206	15.546
O	3.0988	4.2752	17.8791
O	2.8964	3.89	13.681
O	1.3402	8.2113	12.449
O	1.1983	5.6885	13.0723
O	4.9862	8.2944	14.8805
O	11.2094	2.3202	20.3805
O	10.978	9.9939	12.7611
O	5.2974	3.5763	12.3718
O	5.0655	3.1976	14.9275
O	6.5224	4.7602	20.4307
O	8.4419	1.5512	16.6435
O	10.4118	1.2441	11.4558
O	10.8674	6.638	11.6685
O	3.1912	8.6943	19.8208
O	1.7078	6.4451	10.5249
O	7.1414	8.1272	20.0151
O	8.4703	7.5926	17.7677
O	3.6685	6.431	13.632
O	9.5437	4.9846	13.3431
O	5.4566	9.878	20.8474
O	10.308	7.3863	14.1652
O	8.828	6.1773	19.9772
O	7.0841	5.7171	10.672
O	5.2922	10.5452	16.3741
O	9.0611	1.1542	19.2589
O	11.5823	3.1547	10.1677
O	9.6967	8.7429	19.9052

Results
free energy: -144757.047 eV
free energy less fixed offsets of O -568.88, P -755.39, Si -635.61 eV per atom: -3.397 eV

Forces (eV/angstrom), in the order of the atoms: element, x, y, z
Si	0.0008	-0.0045	-0.0012
Si	0.0067	-0.0054	-0.0003
Si	-0.0008	-0.0041	0.0039
Si	-0.0024	0.0087	-0.0005
Si	-0.0016	0.006	0.0026
Si	0.0032	0.0077	0.0017
Si	-0.003	-0.0304	0.0067
Si	0.0022	-0.0192	-0.0181
Si	-0.0041	-0.0321	-0.0099
Si	-0.0096	0.0191	-0.0053
P	0.0177	0.0484	-0.0672
Si	0.0091	0.0339	-0.0055
Si	0.0002	-0.0025	-0.0074
Si	0.0062	-0.0025	-0.0137
Si	0.0019	-0.0042	-0.0064
Si	0.002	0.0054	-0.0049
Si	-0.0005	0.0022	0.0093
Si	-0.0047	0.0048	0.01
Si	0.0066	-0.0008	0.0045
Si	-0.001	0.0015	0.0209
Si	-0.0034	-0.0083	0.0041
Si	-0.0007	0.0033	-0.0064
Si	-0.007	0.0038	-0.0011
Si	0.0012	0.0014	-0.008
Si	-0.0027	-0.0041	-0.0035
Si	0.0001	-0.006	-0.0022
Si	-0.0008	-0.0038	0.0038
Si	0.0053	0.0021	0.0034
Si	-0.001	0.0015	0.006
Si	-0.0005	0.0042	0.0005
Si	-0.0006	-0.002	0.0028
Si	-0.0024	-0.0005	-0.0024
Si	0.0027	-0.0023	-0.0036
Si	0.0018	-0.0009	-0.0019
Si	0.0038	-0.0028	-0.0083
Si	-0.0035	0.0038	-0.002
Si	-0.0012	-0.0015	0.0008
Si	0.0004	-0.0008	0.0027
Si	-0.0037	-0.0029	0.0038
Si	0.0012	0.0012	-0.0029
Si	0.0008	0.0007	-0.0008
Si	0.0023	0.0005	-0.0025
Si	0.0012	0.0006	-0.0008
Si	0.0016	0.0084	-0.0032
Si	0.0017	-0.0018	-0.0043
Si	-0.0002	0.0006	0.0049
Si	-0.0004	0.0028	0.0048
Si	-0.003	0.0022	0.0005
Si	0.0002	-0.0008	-0.0007
Si	0.0002	-0.0028	-0.0011
Si	-0.0001	-0.0006	0.0005
Si	0.0007	0.0007	0.0023
Si	-0.0012	-0.0004	-0.0006
Si	0	0.0027	-0.001
Si	-0.0002	-0.0015	0.0016
Si	0	-0.0033	0.0015
Si	-0.0004	-0.0018	0
Si	0	0.0005	-0.0013
Si	0.0003	-0.0056	0.0008
Si	-0.0003	0.0011	0.0008
Si	-0.0013	0.0011	-0.002
Si	0.0019	0.0012	0.0009
Si	-0.001	-0.0005	-0.0019
Si	0.0025	-0.0002	0.0015
Si	-0.0004	0.0012	-0.0002
Si	-0.0022	-0.0014	-0.0004
Si	-0.0002	0.0002	0.0029
Si	-0.0011	0.004	0.0013
Si	0.0008	-0.0001	-0.0004
Si	0.0005	-0.0005	-0.0021
Si	-0.0003	0.001	-0.0019
Si	-0.0008	0.0006	-0.001
Si	0.0001	0.0005	0.0021
Si	0.0011	-0.0002	0.0016
Si	-0.0006	0.0001	0.0011
Si	0.0002	0	0.0006
Si	-0.0008	-0.0002	-0.0006
Si	-0.0001	-0.0001	0.0001
Si	0.0011	0.0005	-0.0005
Si	-0.0011	-0.0005	0.0008
Si	0.0002	0.0011	0.001
Si	-0.0001	-0.0006	-0.001
Si	-0.0001	-0.0034	0.0002
Si	-0.0005	-0.0009	0.0015
Si	-0.0001	0.001	-0.0006
Si	-0.0006	0.0012	-0.0009
Si	0.0008	0.0007	-0.0004
Si	-0.002	-0.0005	-0.0008
Si	0.0003	0	-0.0006
Si	-0.0016	-0.0008	0.0002
Si	0.0017	0.0014	-0.0014
Si	0.0009	0.0035	-0.0016
Si	0.0005	0.0013	-0.0003
Si	0.0012	-0.0008	-0.0001
Si	-0.0002	-0.0011	-0.0014
Si	0.0006	-0.0013	-0.0005
Si	-0.0008	-0.0013	0.0032
Si	0.0007	0.0018	0.0007
Si	0.0007	-0.0023	0.0037
Si	0.0029	0.0006	0.0024
Si	-0.003	0.0019	0.0014
Si	0.0001	0.0029	0.0015
Si	0.001	-0.0018	0.0004
Si	0.0008	-0.0008	0.0018
Si	-0.0001	-0.0013	0.0037
Si	0.0001	0.0007	0.0018
Si	-0.0008	-0.0003	0.0023
Si	0	0.0024	0.0028
O	-0.0008	-0.0026	-0.0028
O	-0.0001	0.0001	-0.0013
O	-0.0009	0.0031	-0.003
O	-0.0017	-0.0012	-0.0017
O	-0.0005	-0.0011	-0.0019
O	-0.0002	0.0018	-0.001
O	-0.0004	-0.0008	-0.0026
O	-0.0014	-0.0013	-0.0016
O	-0.0001	0.0005	-0.0006
O	0.002	-0.0015	-0.0019
O	0.0004	-0.0021	-0.0035
O	-0.0021	0.0015	-0.0022
O	0.0009	-0.0003	0.002
O	-0.0015	0.0004	-0.0038
O	-0.0017	-0.0579	0.0783
O	0.0073	0.0021	0.0003
O	0.0011	-0.001	0.0008
O	-0.002	-0.0086	0.0078
O	-0.0046	0.0018	-0.0011
O	-0.0001	0.0027	-0.0044
O	-0.0154	0.011	-0.0188
O	0.0037	0.0019	0.0027
O	0.0025	-0.0083	0.0049
O	0.0014	0.0038	-0.0088
Si	-0.0003	-0.0005	0.0029
Si	0	0.0048	0.0039
Si	-0.0005	-0.0002	0.0016
Si	-0.0012	0.0002	0.0031
Si	0.0047	-0.0031	0.0025
Si	-0.0035	0.009	0
Si	0.0003	-0.0001	0.0024
Si	-0.0007	0.004	0.0032
Si	-0.0011	0.0002	0.0018
Si	-0.0008	0.0002	0.0025
Si	0.0017	0.0013	0.0026
Si	0.0032	0.0046	-0.0035
Si	-0.0026	-0.0283	-0.0018
Si	0.001	-0.0013	0.0012
Si	0.0003	0.0005	-0.0059
Si	0.0021	-0.0038	0.0016
Si	0.0017	0.0004	0.0037
Si	0.0016	-0.0008	0.0012
Si	-0.0004	-0.0003	0.0029
Si	0.001	0.0019	0.0027
Si	-0.0071	0.0021	-0.0128
Si	-0.0011	0.0014	-0.0011
Si	0.0015	0.0007	0.0036
Si	0.0038	0.014	-0.0099
Si	0.0006	-0.0004	0.0046
Si	-0.0003	0.0006	0.0015
Si	-0.0039	0.0048	-0.0034
Si	-0.0017	-0.0011	0.0036
Si	0.0003	0.001	0.0048
Si	0.0009	-0.001	0.0018
Si	-0.0016	0.0012	0.001
Si	-0.0006	0.0001	0.0022
Si	0.0009	-0.0054	-0.0096
Si	-0.0001	0.0007	0.0031
Si	0.0012	0	0.0021
Si	0.005	0.0069	-0.0032
Si	0.0003	0.0017	0.003
Si	-0.0014	-0.0003	0.0022
Si	-0.0007	0.0005	-0.0017
O	-0.0009	-0.001	-0.004
O	0.0005	-0.0001	-0.0012
O	-0.0076	0.0208	0.0295
O	0.0049	-0.0036	0.0034
O	-0.0017	0	-0.0021
O	0.0006	-0.0017	-0.0031
O	-0.0002	-0.001	-0.0013
O	0.0002	0.0009	-0.0018
O	-0.0017	0.0009	-0.0035
O	0.0083	0.0102	0.0195
O	0.0003	0.0002	0.0006
O	-0.001	0.0009	-0.0019
O	-0.002	-0.0006	-0.0038
O	-0.0052	0.0006	-0.0021
O	-0.0015	0.0005	-0.0037
O	-0.0011	-0.0027	-0.0039
O	-0.0004	0	-0.0021
O	0.0029	0	-0.0028
O	-0.0014	-0.0022	-0.001
O	0.0012	0.0014	-0.0003
O	-0.0017	0.001	0.001
O	-0.0001	-0.0004	-0.0012
O	0.0048	-0.0031	-0.0009
O	-0.0128	-0.0003	-0.0001
O	0.0009	0.001	-0.0005
O	-0.0005	-0.0019	0.0003
O	0.0019	0.0015	-0.0004
O	0.0017	-0.0029	0.0019
O	-0.0067	0.0001	0.0025
O	-0.0003	0.0005	-0.0005
O	-0.0016	0.0011	-0.0011
O	-0.0019	0.0011	0.0004
O	-0.0013	0.0013	-0.0022
O	0.0023	-0.0048	0.0016
O	0.0003	0.0007	0.0003
O	0.0012	-0.0017	-0.0003
O	-0.0005	-0.0006	-0.0018
O	-0.0001	0.0014	-0.0004
O	0.0006	-0.0027	0.0009
O	-0.0067	0.0012	0.0026
O	-0.0003	0.0029	-0.0006
O	-0.0004	-0.0012	-0.0011
O	0.0008	0.0007	0.001
O	0.0023	0.0011	0.0004
O	-0.0042	0.0053	0.0062
O	-0.0011	0.0007	-0.0003
O	0.0006	0.0001	-0.0007
O	-0.0019	-0.0001	-0.0017
O	0.0283	-0.0206	0.0046
O	-0.0002	0.0056	-0.0096
O	-0.0003	0.0009	-0.0005
O	0.0002	0.001	-0.0006
O	-0.0008	-0.0026	0.0011
O	-0.0003	0.0009	-0.0007
O	-0.0115	0.0022	0.0006
O	0.0008	0.0016	-0.001
O	-0.0022	-0.0012	0.0024
O	0.0002	0.0017	0.0004
O	-0.0056	-0.0045	-0.0001
O	-0.0008	0.0009	-0.0007
O	-0.0047	-0.0136	0.0039
O	0.0013	0.0018	0.0009
O	0.0014	-0.0012	-0.0021
O	0.0011	0.0057	0.0032
O	-0.0003	-0.0014	0.0003
O	0.0039	0.0016	0.0012

The program warned: the cutoff lies below the one the program advises for these potential files; the exchange-correlation potential is rough where the density is thin.
